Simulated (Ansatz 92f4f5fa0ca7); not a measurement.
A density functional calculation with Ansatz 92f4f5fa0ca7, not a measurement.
Periodic cell of 215 atoms, Si132O82B1, from a study of silicon, its oxide and their interface. The atomic structure is a simulated model.
Doubt: the cutoff is far below the 930 eV that the study's wrapper takes by default for these files, so forces and energies are approximate.
This geometry differs little from another in the collection (a relaxation step or a small displacement).

Settings: functional PBE; potential files Ansatz PAW; basis plane waves; wave-function cutoff 580 eV; density cutoff ratio 5; exchange-correlation grid ratio 1; k mesh 1 x 1 x 1, Gamma-centred; self-consistency stop 5e-08 eV per atom in the density residual; occupations fixed; spin none; net charge -1 e, with a uniform compensating background and no finite-size correction.

Cell vectors (angstrom)
a	10.938	0	0
b	0	10.938	0
c	0	0	31.5432

Atoms: element, x, y, z (angstrom)
Si	10.4293	0.5559	24.3967
Si	6.04	10.4959	24.1772
Si	2.1355	3.2494	24.1143
Si	8.7115	2.2774	24.3626
Si	0.5066	5.0484	24.2122
Si	5.0746	5.9027	24.2538
Si	3.3732	7.6376	24.226
Si	7.8276	8.8272	24.0441
Si	1.3472	1.4764	25.4761
Si	6.913	1.3045	25.5136
Si	4.0315	4.1007	25.3494
Si	9.6577	4.1375	25.4859
Si	1.4474	6.8231	25.4432
Si	6.9455	6.9341	25.3116
Si	4.2263	9.5301	25.369
Si	9.539	9.5991	25.4973
Si	2.7593	-0.0162	26.6596
Si	8.2145	-0.0315	26.9548
Si	0.0238	2.7742	26.9335
Si	5.4683	2.7547	26.6837
Si	2.7496	5.4306	26.8559
Si	8.3898	5.676	26.8078
Si	-0.1213	8.0587	26.8317
Si	5.5614	8.1995	26.8117
Si	4.1075	1.3658	28.0719
Si	9.5923	1.3708	28.2439
Si	1.3422	4.1707	28.2626
Si	6.8838	4.1813	28.0126
Si	4.1581	6.8201	28.1488
B	9.5887	6.8477	28.0429
Si	1.3455	9.5436	28.0351
Si	6.8955	9.4889	28.2608
Si	0.0507	-0.0308	29.5214
Si	5.4653	-0.0067	29.48
Si	2.7485	2.7285	29.5144
Si	8.1713	2.7835	29.4705
Si	-0.1671	5.6594	29.3276
Si	5.5195	5.4487	29.4995
Si	2.7391	8.2157	29.4402
Si	8.4058	8.0151	29.3567
Si	1.3919	1.3587	30.8892
Si	6.8186	1.3803	30.8212
Si	4.1273	4.0901	30.868
Si	9.5663	4.1768	30.772
Si	1.3192	6.8477	30.7596
Si	6.924	6.822	30.8225
Si	4.0908	9.5756	30.8284
Si	9.5904	9.4958	30.8212
Si	2.7503	-0.0286	0.7031
Si	8.1856	-0.025	0.6068
Si	-0.0361	2.7784	0.6174
Si	5.4786	2.7079	0.6956
Si	2.6859	5.4862	0.6082
Si	8.2191	5.4341	0.6952
Si	0.0373	8.1805	0.6812
Si	5.4943	8.2076	0.6124
Si	4.1184	1.3337	2.0599
Si	9.5235	1.3789	1.9672
Si	1.3182	4.1364	2.0115
Si	6.8543	4.0552	2.0581
Si	4.0735	6.8622	1.9609
Si	9.6058	6.8007	2.0412
Si	1.3813	9.5453	2.0638
Si	6.8268	9.571	2.026
Si	-0.0569	0.0013	3.3065
Si	5.4729	-0.0267	3.4759
Si	2.685	2.7273	3.3101
Si	8.1933	2.6738	3.4727
Si	-0.0178	5.4608	3.5009
Si	5.437	5.4759	3.2845
Si	2.7546	8.1878	3.4597
Si	8.2246	8.1824	3.3464
Si	1.2818	1.3706	4.6488
Si	6.8421	1.2979	4.8993
Si	4.0546	4.1204	4.6153
Si	9.5315	4.0553	4.874
Si	1.3604	6.8656	4.8714
Si	6.8249	6.802	4.6516
Si	4.1063	9.5548	4.876
Si	9.5672	9.5717	4.7186
Si	2.6114	0.0397	6.0802
Si	8.2252	-0.1362	6.256
Si	-0.0246	2.6497	6.186
Si	5.3726	2.7684	6.0457
Si	2.7483	5.4284	6.1222
Si	8.0866	5.4355	6.1507
Si	-0.0059	8.2971	6.2066
Si	5.5642	8.1452	6.1411
Si	3.4716	1.9385	7.1522
Si	10.0206	0.8277	7.4553
Si	1.7714	3.6545	7.3327
Si	6.2043	4.524	7.3617
Si	4.6336	6.304	7.2415
Si	9.1595	7.1861	7.2995
Si	0.8884	10.1546	7.4991
Si	7.4097	8.8834	7.4746
O	4.5574	6.5958	8.875
O	1.4064	3.9758	8.934
O	9.7361	6.5441	8.7275
O	1.3006	10.1046	9.138
O	6.0721	4.2196	9.0097
O	3.7119	1.615	8.7471
O	7.1383	8.962	9.1329
O	9.6507	1.0793	9.064
O	8.2779	2.554	22.7825
O	11.019	5.54	22.6734
O	5.6087	0.0689	22.6572
O	5.2978	5.4211	22.6708
O	2.1666	2.8122	22.4991
O	3.304	7.827	22.5624
O	8.3709	8.7453	22.4482
O	-0.1789	11.2252	22.7967
Si	2.151	2.9654	12.8916
Si	8.6846	1.3107	10.3468
Si	1.06	4.4933	15.3549
Si	7.5422	5.5807	12.1955
Si	2.4151	8.1795	21.2563
Si	5.4157	7.7955	12.4601
Si	9.2721	0.4521	15.4998
Si	2.9176	-0.0497	16.6806
Si	10.4642	1.154	12.6027
Si	7.7718	2.8344	21.2815
Si	9.1371	8.7816	14.4528
Si	1.4738	4.7706	10.3513
Si	4.4878	9.4814	19.1697
Si	11.0762	6.0983	21.1526
Si	6.6198	10.4424	14.8513
Si	5.3912	0.7296	21.2014
Si	2.3422	9.8101	10.3666
Si	0.4248	10.6362	21.4324
Si	5.8489	5.2592	21.1672
Si	3.64	7.0822	10.099
Si	9.038	5.6827	14.8457
Si	3.659	4.0839	19.1193
Si	10.0282	3.6688	19.3458
Si	4.2596	8.663	15.3615
Si	0.4533	1.9168	17.1784
Si	6.7991	7.5347	19.2763
Si	5.2594	3.6221	16.76
Si	7.7881	5.0186	17.5445
Si	6.6634	9.9244	10.3587
Si	4.3784	1.0561	10.0864
Si	-0.0316	9.0843	11.8933
Si	9.0989	8.6292	20.9862
Si	4.5527	1.6636	14.5965
Si	2.4457	2.0854	21.0745
Si	6.3269	3.3453	10.3569
Si	3.4292	5.9097	16.7421
Si	9.8795	6.5318	10.3373
O	0.1138	2.6275	18.6022
O	2.9307	9.6313	15.5905
O	10.8593	4.8126	20.1625
O	7.582	2.4141	9.9314
O	10.9225	5.3358	10.787
O	6.5965	6.7419	12.8565
O	10.3261	8.0537	10.7738
O	7.6702	9.4558	13.9976
O	8.42	6.2093	10.9803
O	5.3697	10.5015	20.0723
O	2.1601	3.733	11.4365
O	7.9826	8.5424	19.7853
O	6.2088	6.7275	20.5658
O	5.5085	2.7121	15.4267
O	1.2962	0.9319	20.7371
O	6.0523	9.0615	11.6168
O	4.6153	4.9814	16.1201
O	6.6008	3.9068	17.6445
O	10.5171	10.6612	11.8177
O	5.5817	0.4967	14.004
O	8.0203	5.1004	15.9464
O	9.7439	9.814	15.574
O	-0.401	5.1447	15.1286
O	1.5622	6.8483	20.8114
O	1.504	0.6367	17.1924
O	6.6032	1.7709	20.8557
O	1.0128	1.7825	12.8357
O	3.2423	5.4916	18.3335
O	9.5322	2.0087	11.574
O	1.0114	3.0969	16.1964
O	8.5673	5.1358	13.3854
O	10.2817	8.5705	13.3044
O	1.4539	9.4091	21.7135
O	10.0818	9.9279	20.6454
O	3.1782	0.2144	10.8587
O	5.0741	2.3623	10.8179
O	1.7322	4.1433	13.9239
O	7.9176	10.8702	10.8371
O	9.1392	4.4707	18.2403
O	5.6432	9.4868	15.7731
O	5.5314	-0.0295	9.7338
O	3.5885	2.3042	13.4114
O	1.9759	5.6402	16.0554
O	9.7088	1.0524	14.0411
O	4.3994	6.9464	11.5226
O	4.7475	4.5004	20.2441
O	9.9581	1.3334	16.6563
O	6.6635	4.3214	11.6321
O	5.5858	8.4035	18.601
O	9.0644	2.7448	20.2841
O	3.6101	1.1253	15.8043
O	4.2239	3.0798	17.9264
O	9.9093	7.2118	20.9312
O	3.3489	8.6599	9.81
O	3.933	7.4166	16.3688
O	7.6381	0.4733	15.7056
O	8.9274	7.2977	15.0407
O	3.9325	1.437	21.1499
O	1.5938	9.1464	11.6825
O	2.3204	6.151	10.1868
O	7.3509	6.4639	18.1642
O	7.2099	4.3623	21.1539
O	4.5506	8.2423	13.7918
O	3.3511	8.6639	20.0118
O	2.4908	3.2343	19.8872
O	3.7329	10.3423	17.9909

Results
free energy: -130700.016 eV
free energy less fixed offsets of B -154.04, O -568.88, Si -635.61 eV per atom: 2.704 eV

Forces (eV/angstrom), in the order of the atoms: element, x, y, z
Si	-0.0029	0.0144	0.0168
Si	0.0072	-0.0089	0.0163
Si	-0.0057	0.0083	0.0188
Si	0.0012	-0.0169	0.0176
Si	0.0111	-0.0082	0.0214
Si	-0.0148	0.0044	0.0174
Si	0.0104	-0.0047	0.018
Si	-0.0117	0.006	0.0233
Si	-0.0023	0.0009	0.0045
Si	0.0017	0.0008	0.0064
Si	0.0012	0	0.0044
Si	0.0069	-0.0014	0.0016
Si	-0.0025	0.0002	0.0006
Si	0.0051	-0.0025	0.0021
Si	-0.0003	-0.0018	0.0009
Si	-0.0011	0.0016	-0.0002
Si	0.0018	0.0026	-0.0168
Si	0.0022	0.0087	0.001
Si	-0.001	-0.0036	-0.0011
Si	-0.003	-0.0034	-0.0161
Si	0.0051	-0.0015	-0.0002
Si	-0.0799	-0.0704	-0.0991
Si	0.0009	0.0049	-0.0414
Si	-0.0007	0.0042	-0.0019
Si	0	0.0036	0.014
Si	-0.0016	-0.0025	-0.0185
Si	0.0022	-0.0016	0.0026
Si	0.0063	0.0033	0.0108
Si	-0.0087	0.001	-0.0026
B	0.1024	0.0537	0.2226
Si	-0.0067	0.0002	0.0187
Si	0.0022	-0.0001	0.0048
Si	0.0068	-0.005	0
Si	-0.0028	0.0016	-0.0041
Si	0.0012	-0.0028	-0.0036
Si	-0.0059	0.0046	-0.0027
Si	-0.0482	0.0312	-0.0809
Si	0.0025	-0.0048	0.0008
Si	0.0031	0.0007	-0.0037
Si	0.0142	-0.0237	-0.0662
Si	-0.0009	0.0015	0.0019
Si	0.0017	0.0003	0.0015
Si	-0.0018	0.001	0
Si	0.0041	-0.0054	0.0048
Si	0.0061	0.0027	0.0047
Si	-0.0059	0.002	0.0042
Si	-0.0008	-0.0019	0.002
Si	0.0036	0.0048	0.0039
Si	-0.0009	0.0005	-0.0013
Si	-0.0025	-0.0053	-0.0033
Si	-0.0001	-0.0001	-0.0026
Si	-0.0006	0.0007	-0.0006
Si	-0.0006	-0.0021	-0.003
Si	-0.0032	-0.002	0.0034
Si	0.0015	0.0042	0.002
Si	0.0029	-0.0006	-0.0028
Si	0.0017	-0.0014	0.0028
Si	-0.0023	0.0077	-0.0029
Si	-0.0032	0.0026	0.0018
Si	0.0051	-0.0024	0.001
Si	-0.0066	0.0065	-0.0035
Si	0.0032	-0.0039	-0.0033
Si	0.0008	-0.0023	0.0016
Si	-0.0021	0.0023	0.0036
Si	0.0112	-0.0047	0.017
Si	0.0011	-0.0005	-0.0077
Si	-0.0005	-0.0002	0.0152
Si	-0.0021	0.0047	-0.008
Si	0.0038	-0.0025	-0.0077
Si	0.0031	-0.0078	0.0214
Si	-0.0009	0.0008	-0.007
Si	-0.0081	0.0025	0.0067
Si	0.0008	0.0012	-0.0005
Si	-0.0016	0	0.0073
Si	0.0006	0.0006	-0.0017
Si	-0.001	-0.0033	0.0098
Si	0.0023	0.0004	0.0084
Si	-0.0009	-0.0017	-0.0034
Si	-0.0019	-0.0003	0.0071
Si	0.0015	0.0006	-0.0014
Si	-0.0029	-0.0011	-0.0047
Si	-0.0002	0.0003	-0.0003
Si	0.0032	0.0009	-0.0045
Si	0.0008	0.0037	-0.0059
Si	0	-0.0034	-0.0046
Si	-0.0023	-0.0007	-0.0033
Si	0	0.001	-0.0015
Si	0.0019	0.0012	-0.0025
Si	-0.0107	0.011	-0.0147
Si	0.0042	-0.0043	-0.0145
Si	0.0046	-0.0047	-0.0163
Si	-0.0023	0.0054	-0.0161
Si	0.0046	-0.0074	-0.0142
Si	-0.0047	0.0068	-0.0128
Si	-0.005	0.0024	-0.017
Si	0.0054	-0.0038	-0.016
O	-0.0068	0.006	0.0187
O	-0.0025	0.0067	0.0218
O	0.0041	-0.0042	0.0184
O	0.0088	-0.0027	0.0213
O	0.0014	-0.0084	0.0225
O	0.0071	-0.0056	0.0179
O	-0.0049	0.0059	0.0209
O	-0.0083	0.0039	0.0197
O	-0.0053	0.0075	-0.0236
O	-0.0057	0.0071	-0.0241
O	-0.0066	0.0098	-0.024
O	0.008	-0.0045	-0.0252
O	0.0039	-0.0103	-0.0285
O	-0.0071	0.0051	-0.025
O	0.0107	-0.0043	-0.0254
O	0.007	-0.0078	-0.0228
Si	-0.0009	0.0013	-0.0074
Si	0.0043	-0.0017	-0.0163
Si	0.0011	-0.0011	0.0005
Si	-0.0014	-0.0012	-0.0077
Si	0.003	-0.0028	0.0205
Si	-0.0002	-0.0004	-0.0076
Si	0.0017	0.0017	-0.0001
Si	0.0021	-0.001	0.008
Si	-0.0013	0.0004	-0.0062
Si	-0.0001	-0.0043	0.0215
Si	0.0016	-0.0007	-0.0023
Si	-0.0009	-0.0032	-0.0182
Si	0.0005	-0.001	0.0137
Si	0.0008	0.0002	0.0208
Si	-0.0001	-0.001	0.0001
Si	0.0034	-0.0019	0.0218
Si	-0.0058	0.0023	-0.0131
Si	-0.0052	0.0037	0.0175
Si	-0.0026	0.0009	0.024
Si	0.0046	-0.0052	-0.0139
Si	-0.0022	-0.0013	-0.0012
Si	-0.0006	-0.0025	0.0153
Si	-0.0006	0.0014	0.0136
Si	-0.0001	-0.001	0.0002
Si	-0.0008	0.0018	0.0084
Si	0.0021	0.003	0.012
Si	-0.0009	-0.0002	0.0057
Si	0.0019	0.0028	0.0078
Si	0.0037	-0.0047	-0.0138
Si	-0.0044	0.004	-0.0122
Si	0.0027	-0.0013	-0.0078
Si	-0.0022	0.0028	0.0204
Si	-0.0017	0.001	-0.0009
Si	-0.0039	0.0021	0.0227
Si	-0.0004	0.006	-0.016
Si	0.0004	-0.0014	0.0066
Si	0.0007	-0.0019	-0.0166
O	0.0027	-0.0035	-0.0068
O	-0.0004	-0.0003	-0.002
O	-0.0028	-0.0069	-0.0082
O	0.0003	0.0003	0.0047
O	-0.0009	0.0005	0.0043
O	0.0003	0.0005	0.0021
O	0.0016	0.0043	0.0053
O	-0.0003	0.0004	0.0005
O	-0.0036	-0.0013	0.0058
O	-0.002	-0.0058	-0.0094
O	0.0021	-0.0044	0.0083
O	-0.0058	-0.0025	-0.008
O	0.0018	0.004	-0.0077
O	0	-0.0007	-0.0012
O	0.0016	0.0011	-0.0057
O	-0.0024	-0.0019	0.0057
O	0.0005	0.0005	-0.0024
O	-0.001	-0.001	-0.0023
O	-0.0008	0.0003	0.0026
O	0.0006	-0.0002	0.0001
O	0.0004	0.0001	-0.0031
O	-0.0001	-0.0003	0.0004
O	0.0005	0.0002	-0.0001
O	-0.0003	-0.0008	-0.0049
O	0.0003	-0.0002	-0.0021
O	0.0006	0.0016	-0.0052
O	0.0004	-0.0005	0.0016
O	0	0.0025	-0.0066
O	0.0027	0.0004	0.0059
O	0.0004	0.0013	-0.0022
O	0.0016	0.0001	0.0034
O	-0.0024	0.0001	0.0043
O	0.0003	-0.0004	-0.0042
O	-0.0008	-0.0009	-0.0056
O	-0.0002	0.0004	0.0045
O	-0.0012	-0.0017	0.0035
O	-0.0008	0.0012	0.0023
O	-0.0007	0.0007	0.0043
O	-0.0034	0.0018	-0.0059
O	0.0008	0.0006	-0.0005
O	0.0003	0.0001	0.0006
O	0.0013	-0.0008	0.002
O	-0.0012	0.0002	-0.0017
O	-0.0011	-0.0004	0.0034
O	0.0023	0.0013	0.0064
O	-0.0055	-0.0025	-0.0095
O	-0.0017	-0.0015	-0.0019
O	0.0015	0.0025	0.0053
O	-0.0005	-0.0004	-0.0044
O	0.0061	0.0024	-0.0088
O	0.0005	0.0002	-0.0014
O	0.0024	0	-0.0063
O	-0.0003	-0.0003	-0.0046
O	0.0002	0.001	0.0034
O	-0.0003	0.0006	-0.002
O	-0.0005	-0.0003	-0.0002
O	0.0001	0.0007	0.0005
O	-0.0009	0.0009	-0.0053
O	-0.0025	-0.0011	0.0046
O	-0.0004	0.0013	0.0046
O	0.0013	-0.0048	-0.0058
O	0	0.0017	-0.0057
O	-0.0015	0.001	0.0037
O	0.0054	0.0035	-0.0094
O	0.0028	0.0056	-0.0099
O	-0.004	0.0033	-0.0085

The program warned: the cutoff lies below the one the program advises for these potential files; the exchange-correlation potential is rough where the density is thin.
